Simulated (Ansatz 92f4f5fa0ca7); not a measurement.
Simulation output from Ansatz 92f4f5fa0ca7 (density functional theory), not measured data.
Periodic cell of 215 atoms, Si131O82As2, from a study of silicon, its oxide and their interface. The atomic structure is a simulated model.
Doubt: the cutoff is far below the 930 eV that the study's wrapper takes by default for these files, so forces and energies are approximate.

Settings
functional: PBE
potential files: Ansatz PAW
basis: plane waves
wave-function cutoff: 580 eV
density cutoff ratio: 5
exchange-correlation grid ratio: 1
k mesh: 1 x 1 x 1, Gamma-centred
self-consistency stop: 5e-08 eV per atom in the density residual
occupations: fixed
spin: none
net charge: 0

Cell vectors (angstrom)
a	10.938	0	0
b	0	10.938	0
c	0	0	31.5432

Atoms: element, x, y, z (angstrom)
Si	10.4331	0.5704	24.3334
Si	6.0421	10.495	24.1405
Si	2.1278	3.2435	24.081
Si	8.7037	2.2561	24.2923
Si	0.4961	5.0489	24.1555
Si	5.0501	5.8932	24.1955
Si	3.3916	7.6463	24.1551
Si	7.8295	8.8231	23.9899
Si	1.3425	1.472	25.4491
Si	6.9106	1.3074	25.4759
Si	4.0258	4.0969	25.3218
Si	9.6539	4.1019	25.4034
Si	1.4878	6.8153	25.3539
Si	6.8938	6.946	25.243
Si	4.2203	9.5356	25.3291
Si	9.532	9.6359	25.4262
Si	2.7779	-0.0011	26.6492
Si	8.2108	-0.0244	26.9195
Si	0.0053	2.7716	26.8956
Si	5.4487	2.7337	26.6693
Si	2.7465	5.4394	26.8209
Si	8.2188	5.5202	26.635
Si	0.038	8.2035	26.6541
Si	5.5403	8.2025	26.7807
Si	4.1103	1.361	28.0666
Si	9.5803	1.3752	28.244
Si	1.38	4.1287	28.2418
Si	6.8324	4.1369	28.0198
Si	4.1472	6.8261	28.1336
Si	9.5951	6.8461	28.0463
Si	1.3963	9.5788	28.0392
Si	6.8284	9.5404	28.2417
Si	0.0348	-0.0224	29.5002
Si	5.4481	0.015	29.5007
Si	2.7573	2.7131	29.5002
Si	8.1732	2.7698	29.4868
Si	-0.0215	5.5	29.503
Si	5.4903	5.4575	29.4872
Si	2.7425	8.2061	29.4652
Si	8.2372	8.1728	29.5023
Si	1.3673	1.3673	30.8594
Si	6.8362	1.3673	30.8594
Si	4.1018	4.1018	30.8594
Si	9.5708	4.1018	30.8594
Si	1.3673	6.8362	30.8594
Si	6.8362	6.8362	30.8594
Si	4.1018	9.5708	30.8594
Si	9.5708	9.5708	30.8594
Si	2.7345	0	0.6835
Si	8.2035	0	0.6835
Si	0	2.7345	0.6835
Si	5.469	2.7345	0.6835
Si	2.7345	5.469	0.6835
Si	8.2035	5.469	0.6835
Si	0	8.2035	0.6835
Si	5.469	8.2035	0.6835
Si	4.1081	1.3553	2.0481
Si	9.5307	1.3897	2.0378
Si	1.3285	4.135	2.047
Si	6.8454	4.0852	2.0602
Si	4.0747	6.867	2.0377
Si	9.5971	6.8107	2.0487
Si	1.3656	9.5657	2.0633
Si	6.8272	9.5778	2.057
Si	-0.0693	-0.0058	3.3383
Si	5.46	-0.0012	3.4663
Si	2.6896	2.7307	3.3225
Si	8.1929	2.7205	3.5005
Si	-0.023	5.4751	3.5149
Si	5.4546	5.4932	3.3214
Si	2.7223	8.2039	3.4883
Si	8.2357	8.1896	3.3496
Si	1.2829	1.3766	4.6786
Si	6.8145	1.3459	4.8743
Si	4.0566	4.1264	4.6558
Si	9.5657	4.0778	4.9015
Si	1.3542	6.8467	4.8936
Si	6.86	6.8253	4.6891
Si	4.0788	9.5966	4.8561
Si	9.5588	9.5528	4.7519
Si	2.6041	0.05	6.1081
Si	8.2568	-0.0221	6.2153
Si	-0.0131	2.6561	6.2257
Si	5.3726	2.7812	6.0827
Si	2.7479	5.4298	6.1653
Si	8.0826	5.4072	6.1727
Si	0.0526	8.3241	6.2238
Si	5.4876	8.132	6.1072
Si	3.4886	1.9234	7.1937
Si	10.0259	0.8568	7.5051
Si	1.783	3.6504	7.3916
Si	6.1995	4.526	7.4003
Si	4.6234	6.3084	7.28
As	9.1903	7.1909	7.3648
Si	0.8946	10.1786	7.5444
As	7.3231	9.0109	7.441
O	4.5831	6.6151	8.8981
O	1.3918	3.969	8.9783
O	9.9824	6.3334	8.7852
O	1.304	10.1225	9.1691
O	6.0589	4.2141	9.0313
O	3.7365	1.5595	8.7693
O	7.1162	8.8536	9.3158
O	9.6358	1.0759	9.0999
O	8.2495	2.5226	22.7288
O	10.9937	5.5473	22.6366
O	5.6413	0.0837	22.6292
O	5.3008	5.3968	22.6338
O	2.1428	2.7877	22.4796
O	3.3272	7.8373	22.502
O	8.3809	8.733	22.4113
O	-0.1766	11.2278	22.745
Si	2.1768	2.9607	12.9045
Si	8.6709	1.305	10.3912
Si	1.0727	4.4888	15.3478
Si	7.5589	5.5783	12.1928
Si	2.4091	8.1746	21.2071
Si	5.405	7.7814	12.5095
Si	9.2711	0.4417	15.5089
Si	2.9129	-0.0504	16.6659
Si	10.4777	1.1515	12.6145
Si	7.7625	2.8257	21.2216
Si	9.1491	8.774	14.4806
Si	1.5066	4.7645	10.4043
Si	4.4818	9.4774	19.137
Si	11.0685	6.0933	21.1061
Si	6.6222	10.4284	14.8666
Si	5.3899	0.7266	21.1664
Si	2.3484	9.8085	10.3982
Si	0.4258	10.6231	21.3838
Si	5.8531	5.2478	21.124
Si	3.6479	7.0956	10.1164
Si	9.0501	5.6718	14.8416
Si	3.6556	4.0681	19.1012
Si	10.0299	3.6595	19.3088
Si	4.2493	8.646	15.392
Si	0.4585	1.9125	17.1571
Si	6.7919	7.5295	19.2421
Si	5.2573	3.6221	16.7499
Si	7.7849	5.0128	17.5199
Si	6.6606	9.9039	10.474
Si	4.386	1.044	10.1387
Si	-0.0234	9.0806	11.9093
Si	9.0975	8.6241	20.9356
Si	4.5675	1.6536	14.5977
Si	2.4421	2.0687	21.048
Si	6.3221	3.3378	10.3824
Si	3.4188	5.9077	16.7532
Si	9.9536	6.4769	10.4106
O	0.1281	2.6262	18.5841
O	2.9222	9.6223	15.5923
O	10.8583	4.7987	20.1388
O	7.5651	2.3955	9.9414
O	10.9927	5.3143	10.9608
O	6.6114	6.7376	12.8487
O	10.3355	8.0337	10.7965
O	7.6792	9.4378	14.0299
O	8.4525	6.1769	10.9693
O	5.3603	10.4788	20.0661
O	2.2309	3.7159	11.4458
O	7.9687	8.5453	19.7557
O	6.2031	6.7221	20.5373
O	5.5155	2.7135	15.4216
O	1.3042	0.9114	20.6968
O	6.006	9.1137	11.7588
O	4.6073	4.9856	16.1248
O	6.5936	3.9089	17.6443
O	10.5541	10.6655	11.8139
O	5.5941	0.4856	14.013
O	8.0125	5.0852	15.924
O	9.7482	9.8063	15.6062
O	-0.3966	5.1192	15.1296
O	1.5623	6.8336	20.79
O	1.4987	0.627	17.1801
O	6.587	1.7735	20.7943
O	1.0157	1.8005	12.853
O	3.2291	5.4792	18.3423
O	9.5343	2.011	11.5971
O	1.0327	3.0863	16.1814
O	8.589	5.1377	13.3766
O	10.2854	8.5843	13.3215
O	1.4409	9.3899	21.6926
O	10.0787	9.923	20.6034
O	3.1747	0.2118	10.8995
O	5.0639	2.3702	10.8441
O	1.7666	4.153	13.9245
O	7.9234	10.8692	10.907
O	9.1387	4.4699	18.2174
O	5.6336	9.4784	15.7824
O	5.5473	-0.039	9.8189
O	3.6062	2.2875	13.4138
O	1.9678	5.6424	16.0649
O	9.7136	1.022	14.0449
O	4.3964	6.9562	11.5405
O	4.7507	4.473	20.2262
O	9.9538	1.3442	16.6522
O	6.6712	4.3198	11.6422
O	5.5795	8.3994	18.5765
O	9.0662	2.7306	20.2473
O	3.6152	1.1216	15.7999
O	4.2201	3.0673	17.9119
O	9.9064	7.2085	20.8824
O	3.3475	8.6678	9.8056
O	3.9169	7.4237	16.4276
O	7.6377	0.4638	15.7207
O	8.9532	7.2842	15.0577
O	3.9266	1.4229	21.1554
O	1.6052	9.1203	11.7004
O	2.3414	6.143	10.1654
O	7.3542	6.4618	18.1398
O	7.2212	4.362	21.1206
O	4.5273	8.1624	13.8474
O	3.329	8.6607	19.9608
O	2.4895	3.2226	19.8774
O	3.7373	10.3606	17.9794

Results
free energy: -139623.135 eV
free energy less fixed offsets of As -4856.12, O -568.88, Si -635.61 eV per atom: 2.175 eV

Forces (eV/angstrom), in the order of the atoms: element, x, y, z
Si	0.0081	0.0175	0.0052
Si	0.0125	0.0431	0.041
Si	-0.0008	-0.0253	0.0169
Si	-0.0379	-0.0162	0.0209
Si	0.0029	0.0246	0.0232
Si	0.0201	-0.0029	0.0026
Si	-0.0065	-0.0077	0.0106
Si	0.0133	-0.0237	0.0117
Si	-0.0205	0.0338	0.0542
Si	0.0303	-0.0304	0.0687
Si	-0.0309	0.0153	0.0261
Si	0.0322	-0.0359	0.0478
Si	0.0163	-0.0159	0.0399
Si	-0.0118	0.0221	0.0129
Si	0.009	-0.0326	0.0214
Si	-0.0594	0.012	0.074
Si	-0.0072	0.031	-0.1316
Si	0.0004	-0.0056	0.2095
Si	0.0139	-0.0051	0.2081
Si	-0.003	-0.0054	-0.1104
Si	0.0117	-0.0084	0.1287
Si	0.02	0.0199	-0.1276
Si	0.0136	0.0291	-0.1217
Si	0.0231	0.0122	0.0956
Si	0.0123	0.02	0.073
Si	-0.0248	0.0059	-0.349
Si	-0.0169	-0.0426	-0.3393
Si	0.0295	-0.0665	0.1311
Si	-0.099	0.0406	-0.0847
Si	-0.0183	0.0036	0.0919
Si	-0.0253	-0.0199	0.1275
Si	0.071	0.0836	-0.3392
Si	0.0282	-0.0413	-0.0021
Si	-0.0248	0.0396	0.0813
Si	0.0196	-0.0285	0.0236
Si	-0.0449	0.0455	0.0316
Si	-0.0297	0.0165	0.0977
Si	0.0101	-0.0275	-0.0155
Si	0.0176	-0.0329	0.0019
Si	0.0105	-0.0295	0.0566
Si	0.1992	-0.1052	0.1325
Si	-0.1244	0.1321	-0.0653
Si	0.1751	-0.114	0.0204
Si	-0.1825	0.149	-0.0382
Si	-0.0007	0.2346	-0.1048
Si	0.2329	-0.1419	0.0714
Si	-0.1489	0.0288	-0.0494
Si	0.1506	-0.196	0.0688
Si	0.0099	-0.1221	0.1048
Si	-0.1746	0.1259	-0.1487
Si	-0.2079	0.0802	-0.077
Si	0.0677	-0.0741	0.0867
Si	-0.1305	0.1386	-0.0852
Si	0.0673	-0.1149	0.0583
Si	0.1468	-0.0777	0.0151
Si	-0.0967	0.1403	-0.1159
Si	0.006	0.0085	-0.0553
Si	-0.1315	0.0871	0.0051
Si	-0.0248	0.0412	0.0089
Si	0.207	-0.0137	-0.0484
Si	-0.0709	0.1528	-0.0105
Si	0.0267	-0.0347	-0.1082
Si	-0.0104	-0.1674	-0.0477
Si	-0.0166	0.015	-0.0179
Si	0.1833	0.1607	0.3173
Si	-0.032	0.0212	0.0284
Si	0.073	-0.0301	0.3384
Si	-0.1383	-0.0331	-0.1156
Si	-0.0068	0.0245	-0.0286
Si	-0.1495	-0.1023	0.384
Si	0.0952	0.1299	-0.1064
Si	-0.0485	-0.0476	0.3305
Si	-0.077	-0.0043	-0.1025
Si	0.3373	0.1286	0.0615
Si	-0.0205	0.0395	-0.1484
Si	-0.1752	-0.1878	0.0956
Si	0.158	0.1565	0.0973
Si	0.064	-0.056	-0.0137
Si	-0.1301	-0.3542	0.0485
Si	0.0226	-0.0748	0.0822
Si	0.0808	0.0129	-0.1151
Si	-0.1639	0.7117	-0.3073
Si	0.0659	0.0235	-0.0612
Si	-0.0367	-0.1033	-0.1552
Si	0.008	-0.067	-0.0497
Si	0.1758	0.1532	-0.2672
Si	-0.1838	-0.1642	-0.3405
Si	-0.6303	0.2463	-0.2631
Si	-0.0771	0.1224	0.0137
Si	-0.0044	-0.0087	-0.1124
Si	-0.0604	0.0572	-0.073
Si	-0.0438	0.0631	0.0664
Si	0.0502	-0.0008	-0.1732
As	0.3524	-0.3916	0.5323
Si	-0.0215	0.034	0.0917
As	-0.1872	-0.1212	0.2958
O	0.0253	0.0413	0.0455
O	0.0035	0.0324	0.1583
O	0.5315	-0.5189	0.4698
O	0.0012	-0.0053	0.0184
O	0.0166	-0.0282	0.0744
O	0.023	-0.0056	0.0977
O	-0.0334	0.015	-0.4467
O	-0.0243	-0.0444	-0.0268
O	0.0005	0.0032	0.0037
O	-0.0042	-0.0043	-0.0006
O	-0.0064	-0.0004	-0.0079
O	-0.0025	-0.0009	0.0119
O	0.0048	-0.0029	-0.0117
O	0.0012	0.0068	0.004
O	-0.0042	0.0079	-0.0017
O	0.0035	0.0001	0.0137
Si	-0.0051	0.0292	0.0062
Si	0.0041	0.0611	0.0089
Si	0.0011	-0.0011	0.0367
Si	0.0729	0.0064	-0.047
Si	-0.0033	0.0014	-0.0066
Si	-0.033	-0.0974	0.0853
Si	-0.0061	0.0017	0.0318
Si	-0.0002	0.0132	0.0219
Si	-0.0063	0.0047	0.0373
Si	0.0125	0.0082	-0.0194
Si	0.0033	0.0044	0.0051
Si	-0.0315	-0.0605	-0.1021
Si	-0.0008	0.0075	0.0126
Si	0.0044	-0.0029	-0.0124
Si	0.0228	0.0076	0.0348
Si	-0.0101	-0.0074	-0.0175
Si	-0.0042	-0.012	0.0393
Si	0.0133	-0.0025	-0.0089
Si	0.0029	0.0043	-0.0093
Si	-0.0779	-0.0711	0.0182
Si	0.0231	-0.0004	0.0101
Si	-0.0042	-0.004	0.0114
Si	0.0009	-0.0012	0.0203
Si	-0.0107	0.0138	0.0643
Si	0.0105	0.0036	0.0239
Si	0.0015	0.0016	0.0214
Si	-0.0119	-0.003	0.0255
Si	-0.0004	-0.007	0.0358
Si	-0.138	0.3355	-0.0072
Si	0.022	-0.0395	-0.0877
Si	-0.0367	-0.0777	-0.0223
Si	0.0012	0.0035	-0.0025
Si	-0.0151	0.0024	0.0416
Si	0.002	0.0036	-0.0028
Si	0.0412	0.0145	0.0073
Si	-0.009	-0.0074	0.0221
Si	0.0079	-0.0473	-0.4953
O	-0.0013	-0.0019	-0.0057
O	0.0061	-0.0168	-0.0151
O	-0.003	-0.0012	-0.0018
O	0.0207	0.0015	0.0463
O	0.0201	0.0045	0.0305
O	-0.022	0.0346	-0.0059
O	0.0292	0.0603	0.0476
O	-0.0165	-0.008	-0.016
O	-0.0517	-0.0161	0.0567
O	-0.0027	-0.0042	-0.0033
O	0.0337	-0.0219	0.0181
O	0	-0.0045	-0.0064
O	0	0.0009	-0.0038
O	0.0042	-0.0054	-0.0131
O	-0.0059	-0.0002	0.0045
O	0.0999	0.0028	-0.1602
O	0.006	-0.0011	-0.0068
O	0.0029	0.0047	-0.0109
O	-0.0114	-0.007	-0.0203
O	0.0031	-0.0128	-0.0223
O	-0.0031	-0.0035	-0.0106
O	0.0016	-0.0128	-0.0069
O	-0.0141	0.0012	-0.0093
O	-0.0018	0.0009	0.0069
O	-0.0031	-0.0017	-0.0011
O	0.0009	-0.0025	0.0088
O	-0.0045	-0.0295	-0.0166
O	0.0065	0.0029	-0.0094
O	-0.0111	0.0086	-0.0078
O	-0.002	0.0034	-0.0153
O	-0.0184	-0.0076	-0.0002
O	0.0085	0.0075	0.0105
O	-0.0019	-0.0011	-0.0083
O	-0.0038	-0.0024	0.003
O	-0.0204	0.0033	0.0147
O	-0.0277	-0.0061	0.0055
O	-0.0004	-0.0052	-0.0036
O	-0.0458	-0.079	0.0083
O	-0.0064	0.0058	-0.0137
O	0.0035	-0.0043	-0.0132
O	0.0754	-0.0693	-0.0329
O	-0.002	0.0029	-0.0186
O	-0.0027	-0.0053	-0.0159
O	0.0129	0.0038	-0.0197
O	0.0367	0.0409	-0.0028
O	-0.0019	0.0041	0.0014
O	-0.0065	-0.0102	-0.0119
O	-0.0202	-0.0185	-0.0009
O	-0.0004	-0.0022	-0.0063
O	0.0045	0.0034	-0.0059
O	0.0081	0.0092	-0.0124
O	0.0074	0.0032	-0.0128
O	0.0047	-0.0021	0.0021
O	0.0044	-0.0016	0.0314
O	0.0103	0.0159	-0.0187
O	0.0012	-0.0055	-0.0069
O	-0.0017	0.0028	0.001
O	0.0108	0.002	-0.0002
O	0.0188	0.0312	-0.0263
O	0.0373	0.0237	0.0389
O	0.0041	-0.0047	-0.0115
O	-0.0008	-0.0105	0.0042
O	0.0227	0.005	-0.0599
O	0.0049	-0.0012	-0.0049
O	0.0025	0.0023	-0.0014
O	0.0015	-0.0067	-0.0078

The program warned: the cutoff lies below the one the program advises for these potential files; the exchange-correlation potential is rough where the density is thin.
